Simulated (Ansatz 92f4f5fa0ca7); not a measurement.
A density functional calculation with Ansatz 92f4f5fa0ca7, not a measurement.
Periodic cell of 282 atoms, Si194O88, from a study of silicon, its oxide and their interface. The atomic structure is a simulated model.
Doubt: the cutoff is far below the 930 eV that the study's wrapper takes by default for these files, so forces and energies are approximate.
This geometry differs little from another in the collection (a relaxation step or a small displacement).

Settings: functional PBE; potential files Ansatz PAW; basis plane waves; wave-function cutoff 580 eV; density cutoff ratio 5; exchange-correlation grid ratio 1; k mesh 1 x 1 x 1, Gamma-centred; self-consistency stop 5e-08 eV per atom in the density residual; occupations fixed; spin none; net charge 0.

Cell vectors (angstrom)
a  11.6015  0  0
b  0  10.938  0
c  0  0  40.5198

Atoms and the computed forces on them: element, x, y, z (angstrom), force x, y, z (eV/angstrom)
Si  0  0  0.9665  0.0028  0.0581  -0.0132
Si  3.8672  0  0.9665  -0.0039  0.0067  0.0073
Si  7.7343  0  0.9665  -0.0081  0.046  0.0019
Si  1.9336  1.3673  0.9665  0.0071  -0.0417  0.0006
Si  5.8008  1.3673  0.9665  -0.0039  -0.0162  0.0067
Si  9.6679  1.3673  0.9665  0.0042  -0.063  -0.0092
Si  0  5.469  0.9665  0.0044  0.0635  -0.0035
Si  3.8672  5.469  0.9665  0.0069  0.0188  0.0011
Si  7.7343  5.469  0.9665  -0.0058  0.0324  0.0079
Si  1.9336  6.8362  0.9665  0.006  -0.0363  -0.0076
Si  5.8008  6.8362  0.9665  -0.0044  -0.0102  0.0065
Si  9.6679  6.8362  0.9665  -0.0073  -0.0543  0.0002
Si  1.9336  2.7345  39.5527  0.0075  0.0446  -0.0151
Si  5.8008  2.7345  39.5527  -0.0024  -0.0096  0.0239
Si  9.6679  2.7345  39.5527  -0.0103  0.0886  -0.0373
Si  0  4.1018  39.5527  0.0032  -0.0784  -0.0263
Si  3.8672  4.1018  39.5527  -0.0065  0.0016  0.0271
Si  7.7343  4.1018  39.5527  -0.0025  -0.0024  0.0251
Si  1.9336  8.2035  39.5527  -0.008  0.0274  0.0153
Si  5.8008  8.2035  39.5527  -0.0156  -0.01  0.0281
Si  9.6679  8.2035  39.5527  -0.0063  0.0407  0.0044
Si  0  9.5708  39.5527  -0.0023  -0.0791  -0.0241
Si  3.8672  9.5708  39.5527  -0.013  0.0114  0.0177
Si  7.7343  9.5708  39.5527  -0.0089  -0.0424  -0.0075
Si  0  0  4.8337  0.0043  0.0144  0.0568
Si  3.8672  0  4.8337  -0.007  0.0632  -0.0933
Si  7.7343  0  4.8337  0.0818  0.0451  0.0399
Si  1.9336  1.3673  4.8337  -0.0197  -0.1165  -0.0491
Si  5.8008  1.3673  4.8337  0.022  -0.0308  0.0211
Si  9.6679  1.3673  4.8337  -0.0383  -0.049  -0.03
Si  0  5.469  4.8337  -0.0342  -0.0294  0.0284
Si  3.8672  5.469  4.8337  0.0467  0.0589  -0.0835
Si  7.7343  5.469  4.8337  -0.0416  0.0535  0.1053
Si  1.9336  6.8362  4.8337  -0.0369  -0.0443  0.0061
Si  5.8008  6.8362  4.8337  0.0458  -0.0758  -0.1888
Si  9.6679  6.8362  4.8337  0.0684  0.0233  0.1644
Si  1.9336  2.7345  2.9001  0.0001  0.0358  0.0006
Si  5.8008  2.7345  2.9001  0.0052  0.0192  0.0085
Si  9.6679  2.7345  2.9001  0.0063  0.0444  -0.0017
Si  0  4.1018  2.9001  -0.0003  -0.0415  -0.0135
Si  3.8672  4.1018  2.9001  -0.0004  -0.0002  -0.0166
Si  7.7343  4.1018  2.9001  0.0174  -0.047  0.0142
Si  1.9336  8.2035  2.9001  -0.0003  0.0249  -0.0101
Si  5.8008  8.2035  2.9001  -0.0043  -0.0018  -0.0179
Si  9.6679  8.2035  2.9001  0.0052  0.0612  0.0091
Si  0  9.5708  2.9001  -0.009  -0.0568  0.0138
Si  3.8672  9.5708  2.9001  0.0145  -0.0029  -0.0099
Si  7.7343  9.5708  2.9001  -0.0054  -0.054  0.0122
Si  0.025  0.0207  29.7186  -0.0002  -0.005  -0.0005
Si  4.0043  -0.1116  30.1718  0.0022  -0.0103  -0.0007
Si  7.5915  0.0317  29.8491  -0.0019  -0.0091  -0.0022
Si  2.1453  1.2731  29.8446  0.0059  0.0103  -0.0049
Si  5.7616  1.4576  30.2032  -0.0013  0.0137  0.0011
Si  9.5875  1.3163  29.5558  0.0014  0.0032  -0.0012
Si  2.0889  6.8893  29.8951  0.0013  0.0096  -0.0021
Si  4.0156  5.5059  29.9899  0.004  -0.0025  0.0042
Si  9.1893  5.7562  28.5007  -0.0077  0.0029  -0.0045
Si  0.4526  5.217  29.5954  -0.0131  -0.0101  -0.0033
Si  5.8771  6.9275  30.0937  0.0084  -0.0016  -0.0015
Si  8.0817  6.2669  30.4683  -0.0036  -0.0021  -0.0045
Si  2.003  2.6582  31.7995  0.0042  0.0029  0.0082
Si  5.8905  2.9371  31.9652  -0.0038  0.0051  -0.0006
Si  9.6771  2.6994  31.5996  -0.0011  -0.002  0.0104
Si  0.0722  4.0054  31.6458  0.0087  0.0077  -0.0032
Si  3.8708  4.1378  31.9116  0.0005  -0.0073  0.0059
Si  7.8772  4.2686  31.8127  -0.0006  -0.0048  -0.0014
Si  1.7826  8.1688  31.8571  0.0021  0.0062  0.005
Si  5.6635  8.2717  31.9859  0.0035  0.0063  0.0067
Si  9.3548  8.0507  31.7421  0.0048  0.0028  0.0004
Si  -0.196  9.4876  31.6638  -0.0002  -0.0013  0.0053
Si  3.7084  9.515  32.0382  -0.0027  -0.0013  0.0026
Si  7.5967  9.6297  31.8489  -0.0128  -0.0014  0.0033
Si  -0.0784  -0.0666  33.6489  -0.0007  0.0021  -0.0035
Si  3.8435  0.0665  33.8315  -0.0014  0.0027  -0.0026
Si  7.722  0.0571  33.7564  0.0024  0.0041  -0.0015
Si  1.872  1.3272  33.7411  0.0026  -0.0031  -0.0039
Si  5.8077  1.4306  33.8  -0.0006  -0.0044  0.0018
Si  9.6603  1.3985  33.6388  0.0023  -0.0015  -0.0082
Si  -0.0314  5.4103  33.64  0.0025  0.0018  -0.0035
Si  3.8418  5.5048  33.8128  0.0012  0.0027  -0.0033
Si  7.7785  5.4612  33.84  -0.0003  0.0045  -0.0018
Si  1.87  6.8047  33.7711  0.0032  -0.0045  -0.0008
Si  5.8191  6.8024  33.814  -0.0046  -0.0011  -0.006
Si  9.6677  6.8483  33.7588  0.0016  -0.0033  0.0009
Si  1.8693  2.7245  35.6707  -0.0012  0.0016  0.0003
Si  5.77  2.7568  35.7295  -0.0001  -0.0003  -0.0018
Si  9.6566  2.7112  35.646  0.0002  0.0035  0.0012
Si  -0.0435  4.1117  35.6471  -0.0007  -0.0024  0.0019
Si  3.8157  4.0882  35.6997  -0.0007  -0.0007  -0.0005
Si  7.7266  4.0732  35.7248  0.0005  -0.0032  0.0031
Si  1.9056  8.2109  35.6811  -0.0011  0.0023  0
Si  5.8096  8.2147  35.703  0.0007  0.0045  0.0012
Si  9.68  8.2109  35.689  0.0003  0.0026  0.0014
Si  -0.0163  9.5931  35.6625  0.0014  -0.0015  0.0015
Si  3.8622  9.5662  35.7026  0.0011  -0.0029  -0.0002
Si  7.7456  9.5844  35.6739  -0.0006  -0.0025  0.0005
Si  0  0  37.6191  0.0059  0.0917  -0.0599
Si  3.8672  0  37.6191  -0.0095  0.0031  0.1196
Si  7.7343  0  37.6191  0.045  0.0465  -0.0144
Si  1.9336  1.3673  37.6191  -0.0914  -0.0251  -0.0472
Si  5.8008  1.3673  37.6191  -0.0405  -0.0877  0.1566
Si  9.6679  1.3673  37.6191  0.0251  -0.0894  -0.172
Si  0  5.469  37.6191  -0.0568  0.0374  -0.2169
Si  3.8672  5.469  37.6191  -0.1005  0.0121  0.0294
Si  7.7343  5.469  37.6191  0.0445  0.0462  0.1392
Si  1.9336  6.8362  37.6191  -0.0232  0.0264  -0.0171
Si  5.8008  6.8362  37.6191  0.0447  -0.0246  0.0415
Si  9.6679  6.8362  37.6191  0.0044  -0.0191  0.0156
Si  1.938  2.7412  6.7479  -0.0014  0.0023  0.0018
Si  5.8121  2.7278  6.7734  0.0001  0.0016  0.0023
Si  9.641  2.7281  6.7679  -0.0026  0.0025  0.0011
Si  -0.01  4.0837  6.7678  0.0019  -0.0022  0.0005
Si  3.8642  4.0822  6.7374  -0.0027  -0.0019  0.0032
Si  7.7346  4.1155  6.7872  0.0005  -0.0045  -0.0019
Si  1.939  8.2055  6.7623  -0.0005  0.0017  0.0004
Si  5.8264  8.2213  6.7275  -0.0013  0.0054  -0.0007
Si  9.6981  8.1911  6.8068  -0.0014  0.0045  -0.0018
Si  0.0194  9.5957  6.7953  -0.0013  -0.0045  -0.0021
Si  3.8792  9.5519  6.7383  0.0017  0.0013  0.0015
Si  7.7654  9.562  6.7687  0.001  -0.0034  0.0021
Si  0.0339  0.1285  8.6853  0.0056  0.0028  0.0101
Si  3.8932  -0.0328  8.6592  -0.0007  -0.0003  0.0007
Si  7.7197  -0.0903  8.756  0.0037  0.0051  0.0025
Si  2.0323  1.4154  8.6954  -0.0038  -0.0016  0.0037
Si  5.8218  1.3174  8.6849  0.0006  0.0002  0.0043
Si  9.6342  1.3628  8.7077  -0.0048  -0.0043  0.0026
Si  0.0359  5.4444  8.6996  -0.0045  0.0011  -0.0024
Si  3.8817  5.456  8.641  0.0034  0.0062  -0.0033
Si  7.7356  5.4716  8.7458  0.0006  0.0025  0.0041
Si  1.9318  6.8391  8.6928  0.001  -0.0033  0.0019
Si  5.795  6.8032  8.5914  -0.0024  -0.0084  -0.0003
Si  9.7071  6.8073  8.7646  0.0051  -0.0017  0.0023
Si  2.1472  2.7952  10.636  -0.0031  0.0028  -0.0061
Si  5.866  2.636  10.6405  0.0043  -0.0004  -0.008
Si  9.7014  2.7933  10.5873  0.0057  0.004  -0.004
Si  0.1432  3.9902  10.5644  -0.0012  0.0005  0.0089
Si  4.0787  4.238  10.6556  0.0016  -0.0009  0.0028
Si  7.7378  4.0959  10.6916  -0.0058  0  -0.0069
Si  1.778  8.3035  10.5623  -0.0013  -0.0025  -0.0073
Si  5.5966  7.9358  10.6171  -0.0023  0.0071  0.0024
Si  9.715  8.3052  10.6205  -0.0027  -0.0074  -0.0028
Si  -0.0702  9.8266  10.657  -0.0021  0.009  -0.0096
Si  3.8123  9.4801  10.5407  0.0021  0.0019  0.0013
Si  7.6004  9.2967  10.6244  -0.001  0.0029  -0.0013
Si  -0.0545  0.3743  12.6473  -0.0005  0.0002  0.0074
Si  2.1051  1.3735  12.5296  0.0026  0.0013  0.0026
Si  7.8474  -0.2419  12.453  -0.0011  -0.003  0.0028
Si  5.8768  1.0784  12.5196  -0.0087  -0.0014  0.0007
Si  3.8846  -0.1782  12.4996  0.0072  0  -0.0016
Si  9.4477  1.4755  12.4897  0.0007  0.0024  0.0072
Si  0.3048  5.1037  12.6147  0.0074  -0.013  -0.0058
Si  3.5202  7.05  13.7104  -0.0008  -0.0063  0.0091
Si  7.0336  5.2328  12.6938  0.0036  -0.005  0.0154
Si  1.485  7.1625  12.5982  -0.003  0.0159  0.0122
Si  4.9316  6.0744  12.0814  -0.0015  -0.0036  -0.0023
Si  9.5472  6.6508  13.3092  0.0014  0.0028  0.0039
O  -10.9548  -2.776  13.634  0.0087  0.0068  0.0012
O  11.4316  8.8356  16.0841  0.0009  0  -0.0036
O  9.9419  7.0273  14.8245  0.0002  0.0017  -0.0016
O  8.7658  2.3105  13.7926  -0.0001  -0.0013  -0.0079
O  23.1166  10.6016  14.1507  0.0038  -0.0053  -0.0045
O  3.2017  -15.4889  15.2044  0.0019  0.0049  -0.0081
O  1.0988  15.2602  13.8268  -0.0057  0.0071  -0.0041
O  7.9347  -4.3959  13.1258  -0.0063  -0.004  -0.0003
O  2.5109  13.0691  13.9691  -0.0018  0.0002  -0.003
O  -1.5676  7.6567  12.1245  0.0038  -0.0042  0.0037
O  6.047  1.8914  13.9676  0.0039  0.0059  0.0022
O  7.0243  15.2496  14.0606  -0.002  0.0081  -0.0113
O  8.8887  4.1837  28.1132  0.0035  -0.0026  0
O  4.4247  9.9777  28.7889  -0.0005  0.0026  0.0033
O  2.7255  2.1815  28.5479  -0.0032  -0.0042  0.0046
O  1.9829  7.9403  28.6061  -0.0016  0.0011  0.0024
O  -4.4793  10.0652  28.5065  0.0041  0.0036  0.0031
O  11.6776  9.8819  28.4528  0.0014  -0.0009  0.001
O  0.8192  4.2985  28.259  0.0011  0.0056  0.005
O  -0.9182  -4.9236  29.1634  0.0126  -0.0016  0.0039
O  15.9414  24.8479  26.578  0.0025  0.0014  0.0002
O  3.9914  -6.3692  28.6182  0.0005  0.0005  -0.004
O  11.6185  7.8573  26.8019  -0.0009  -0.0039  0.0011
O  -5.7468  7.7193  28.6333  -0.0012  -0.0005  0.002
Si  3.2693  5.3756  16.4673  0.0012  -0.002  0.0056
Si  10.1001  7.8932  16.1859  0.0016  0  0.0005
Si  4.804  3.2709  25.0632  0.0026  -0.0022  0.0021
Si  7.3227  10.1247  23.6056  0.0018  0.0012  -0.0046
Si  -2.2712  2.6909  27.5654  0.0011  0.0039  -0.008
Si  -0.9122  5.6134  18.287  0.0004  0.0026  0.0058
Si  11.9669  3.5402  22.27  -0.0016  0.0012  -0.0017
Si  1.8766  5.3784  19.1659  0.0024  -0.0003  0.0031
Si  7.6463  1.8375  24.9737  0.0016  0.0008  -0.0035
Si  9.6936  8.0806  23.2874  -0.0009  0.0006  -0.0018
Si  13.611  2.432  24.6589  -0.0026  0.0016  -0.0009
Si  1.0078  8.8177  27.6356  0  -0.0032  -0.0048
Si  2.2185  10.2457  25.1614  0.0011  -0.0003  -0.0011
Si  0.6795  9.3091  14.7801  -0.0018  -0.0036  -0.0021
Si  -0.2395  13.8488  17.0781  -0.0142  -0.0093  0.0036
Si  1.3998  13.3291  19.5867  0.0002  -0.0001  0.007
Si  5.7003  0.106  21.0469  0.002  0.0009  -0.0018
Si  5.7352  9.2612  28.1214  0.0003  0.002  -0.0029
Si  4.6438  9.1234  19.0097  0.0006  0.0012  0.0028
Si  8.864  3.215  22.4467  0.002  0.0009  -0.0009
Si  4.8713  6.1036  23.8356  0.0011  0.0008  -0.0044
Si  0.9911  8.9355  22.641  0.0013  -0.0001  -0.0033
Si  7.4292  2.307  19.8497  0.0013  0.0014  0.0035
Si  8.092  10.0278  15.5202  -0.0114  -0.001  -0.0031
Si  4.0987  3.0052  28.1633  0.001  -0.0007  -0.0043
Si  3.6641  9.327  14.3746  -0.0034  0.0092  -0.0015
Si  2.7673  -0.2729  20.7035  -0.001  0.0012  -0.0006
Si  7.3312  2.7686  14.4784  -0.0025  -0.0044  0.0027
Si  1.7413  3.2474  14.8657  0.0056  -0.0016  0.0044
Si  7.556  6.0205  22.1695  0.0028  0.0022  -0.0003
Si  2.3151  6.0891  21.9899  -0.0003  0  -0.0004
Si  4.957  8.8824  25.0452  0.0022  0.0034  0.0016
Si  0.3087  4.0146  26.723  -0.0011  0.0006  -0.0036
Si  8.4429  1.7373  16.9922  0.002  0.0058  0.0087
Si  10.555  6.8257  26.1562  0.0044  0.0063  -0.008
Si  5.654  6.6821  17.5628  0  0.0016  0.0053
Si  5.2226  9.2682  16.1096  0.0116  0.0064  0.012
Si  7.7272  5.2964  19.24  -0.0013  0.0003  0.005
O  0.5368  2.5395  15.7003  -0.0042  0.0013  0.0079
O  10.3809  3.798  22.4936  0.002  0.0008  0.0013
O  2.3159  5.9142  17.6858  0.0011  0  -0.0014
O  0.4717  2.7232  20.8729  0.0018  0.0004  -0.0006
O  1.849  7.5708  22.4538  0.0003  0.0018  -0.0012
O  -1.3055  6.9733  17.4998  0.0001  -0.002  0.0012
O  -2.2583  16.0389  19.0545  0.0016  0.0017  -0.0017
O  9.2146  6.6484  27.1079  0.0021  -0.0029  0.0065
O  4.9672  7.5263  18.8076  0.0014  -0.0006  -0.002
O  2.6688  6.1006  20.3926  -0.0009  -0.0023  -0.0021
O  13.8236  9.6443  15.1812  -0.005  -0.0052  -0.0035
O  8.7242  8.7513  16.3053  -0.0011  0.002  -0.0014
O  3.1926  9.4367  19.6978  0.0013  0.001  -0.0014
O  2.8048  3.9095  15.9179  0.0016  0.0015  -0.0028
O  3.661  5.7273  22.8183  0.0006  0.0003  0.0011
O  11.0148  8.5575  22.4446  0.0021  0.0005  0.0031
O  4.59  9.8006  17.5219  0.0038  -0.0005  -0.0094
O  11.2883  5.3607  26.0178  -0.0012  0.0044  0.0031
O  -0.2611  4.5381  17.2384  0  -0.0023  -0.0007
O  4.129  0.1332  21.5559  0.0014  0.0018  -0.0018
O  1.9547  0.9058  25.2061  0.0014  -0.0006  0.0005
O  7.9508  1.4868  18.5273  0.0025  0.0027  -0.0062
O  6.0823  1.5463  20.3727  0.0017  -0.0004  -0.0003
O  5.5275  9.1818  26.5273  0.0001  -0.0014  -0.0042
O  5.1293  4.8405  24.8213  0.0002  0.0004  0.0013
O  7.0459  3.8205  19.3767  0.0024  0.0003  -0.0005
O  8.6585  2.3188  23.7892  -0.0001  0  0.0027
O  3.5287  2.7904  24.1507  0.0017  0.0009  0.0009
O  10.1111  7.4303  24.7231  0.0024  0.0001  0.0077
O  10.3035  5.2236  13.0466  -0.0017  -0.0002  0.0015
O  5.7736  7.7185  16.301  0.0013  0.0028  -0.0016
O  0.2909  5.7902  19.3845  0.0008  0.0012  -0.0015
O  8.7591  9.4022  23.4161  0.001  -0.0031  0.0011
O  7.1187  6.1077  17.9682  0.0017  0.0006  -0.0025
O  7.3884  2.6247  16.1031  -0.0002  -0.001  0.0014
O  1.5349  -0.8373  21.6167  0.0013  0.0007  0.0017
O  6.2107  6.4557  22.9701  0.001  0.0003  0.0009
O  5.4387  2.3294  28.8114  0.0028  -0.0032  0.0027
O  2.3055  1.0714  19.8887  -0.0009  -0.0006  -0.0012
O  8.5498  2.3792  21.0613  -0.0002  0.0011  -0.0018
O  7.5098  0.2273  24.8408  -0.0002  0.0006  -0.0001
O  3.755  9.9336  24.7117  -0.0009  0.0006  0.0017
O  1.1563  4.9693  22.2828  0.0021  0.0009  0
O  6.1757  9.0618  24.0012  0.0031  0.0022  -0.0004
O  4.4499  7.35  24.8077  0.0005  0.0012  0.0025
O  4.7784  5.378  17.0956  0.0009  0.0001  -0.0028
O  7.8343  4.4662  22.5513  0.0004  0.0017  0.0001
O  0.4539  13.0244  18.2997  -0.0095  0.0056  -0.0111
O  13.8314  3.7678  19.2488  -0.0006  0.0015  -0.0013
O  6.5049  10.206  15.7864  0.0036  -0.0093  -0.0068
O  8.8492  -3.9986  22.5059  -0.0005  0.0017  0.0033
O  7.3474  6.1643  20.5614  0.0029  -0.0003  0.0005
O  10.771  2.8349  26.7819  0.0008  0.0001  0.0027
O  6.1639  2.457  24.7312  -0.0014  0.0024  0.0021
O  1.5534  3.4791  25.8329  0.0017  -0.0011  0.0002
O  8.2217  2.1867  26.4661  0.0019  0.0008  0.0045
O  8.2675  9.9128  13.8941  -0.0014  0.0055  0.0055
O  1.9898  9.647  26.6506  0.0001  0.0001  -0.0009
O  8.8046  0.3744  16.1946  -0.0012  -0.0027  -0.0016
O  0.9708  2.5657  23.4208  0.001  0.0008  0.001
O  1.1712  9.5176  24.1506  0.003  0.0003  0.0004
O  9.8129  2.5558  17.0311  0.0199  0.0092  -0.0054
O  5.8034  -1.1134  19.9427  -0.0006  0.0015  0.0008
O  6.7998  10.8314  22.2292  -0.0003  -0.0011  0.0039

Results
free energy: -173372.573 eV
free energy less fixed offsets of O -568.88, Si -635.61 eV per atom: -2.793 eV

The program warned: the cutoff lies below the one the program advises for these potential files; the forces do not sum to zero within the program's tolerance; the exchange-correlation potential is rough where the density is thin.
